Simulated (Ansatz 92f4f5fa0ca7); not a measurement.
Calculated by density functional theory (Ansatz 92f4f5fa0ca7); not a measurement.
Periodic cell of 130 atoms, Si86O44, from a study of silicon, its oxide and their interface. The atomic structure is a simulated model.

Settings: functional r2SCAN; potential files Ansatz norm-conserving; basis plane waves; wave-function cutoff 1300 eV; density cutoff ratio 4; exchange-correlation grid ratio 1; k mesh 2 x 2 x 1, shifted by 0.5 0.5 0.5 of a step; self-consistency stop 5e-08 eV per atom in the density residual; occupations Fermi-Dirac, 0.05 eV; spin none; net charge 0.

Cell vectors (angstrom)
a, 10.88, 0, 0
b, 0, 10.88, 0
c, 0, 0, 19.1862

Atoms and the computed forces on them: element, x, y, z (angstrom), force x, y, z (eV/angstrom)
Si, 1.5583, 2.8563, -2.3764, 3.1438, -0.6179, -1.1781
Si, 1.4173, 5.7641, -3.5923, 1.2847, -2.2895, 0.5876
Si, 1.7372, 6.5527, -1.3479, 0.335, -1.6312, -0.0555
Si, 5.6377, 8.0981, -0.2239, -0.1129, 3.1513, -0.1252
Si, 8.0486, 1.0272, 0.8923, -3.1135, -1.3298, 2.2931
Si, 9.7896, 2.9103, -0.522, 1.1901, 0.0392, -0.893
Si, 3.7341, 4.1088, -1.0641, 0.6097, -1.9754, -0.1486
Si, 9.1608, 9.1728, -1.4694, 2.0979, 1.1568, -0.6224
Si, 2.2256, -1.3458, -0.1783, -2.2517, 2.3002, -0.1232
Si, 4.5152, 4.6186, 1.4712, 1.7157, -1.1691, -2.7003
Si, 0.6948, 6.6601, 1.8695, -0.2095, 1.0249, -0.7849
Si, 3.5017, 8.0309, -1.2481, 1.0236, -0.1825, -0.4291
Si, 7.2893, -0.2446, -1.0328, 0.5025, -1.2464, 2.3072
Si, 10.1105, 4.7866, 1.8746, -0.5125, -1.1037, -0.3507
Si, 6.3645, 6.188, 1.5051, 1.631, -2.3791, 0.3973
Si, 11.1958, 8.0133, -0.2162, -0.1313, -0.0757, 0.0716
Si, 0.2948, 2.5037, 2.4374, 0.3685, 0.0378, 0.8719
Si, 2.1149, 0.302, 2.6134, 0.22, 0.1187, -0.5466
Si, -0.4783, 8.628, 2.9266, 1.0423, -2.7799, -0.3797
Si, 2.8823, 5.7954, 2.462, -2.4527, -0.5292, 0.8855
Si, 5.7197, 2.8127, 2.487, 1.2953, -0.2536, -0.4769
Si, 8.438, -0.57, 2.5791, 1.1602, 3.509, -0.7242
Si, 5.633, 7.8899, 2.6324, -1.4337, 2.2125, 0.9056
Si, 8.1173, 5.6585, 3.0531, 0.9013, -0.3738, -1.5864
Si, 1.4969, 4.0605, 3.7124, 0.1696, 1.2339, 0.3516
Si, 4.0208, 1.4734, 3.6621, -0.1491, -0.7294, 0.8754
Si, 0.9236, 9.7896, 4.2163, 1.9677, 0.3574, 0.3138
Si, 3.8657, 7.2115, 3.9406, 0.4864, -1.1269, 0.8551
Si, 6.9172, 4.0241, 4.0065, -1.5164, -0.0814, 1.4389
Si, 9.5782, 1.3445, 3.7994, -0.0871, -0.636, 1.4193
Si, 6.7918, 9.4996, 3.7872, -0.3769, -1.0204, 2.4599
Si, 9.3337, 7.132, 4.3562, -0.4524, 0.021, 0.3373
Si, -0.1422, 0.22, 5.7389, -2.1456, -0.1938, -1.0451
Si, 2.6614, 2.8941, 5.2899, 0.3313, -1.757, -0.3732
Si, 0.0299, 5.4488, 5.0999, -0.7843, -0.4838, 0.643
Si, 2.4677, 8.3201, 5.4631, -0.8149, -0.722, -1.5283
Si, 5.285, -0.1859, 5.2155, 0.6331, 1.6543, -0.6674
Si, 8.092, 2.5395, 5.3291, 0.1379, -1.111, 0.0018
Si, 5.1496, 5.3156, 5.1485, 0.0812, 0.3124, -0.8294
Si, 7.8375, 8.3872, 5.7345, -0.4561, -1.3743, -1.1841
Si, 1.4066, 1.4635, 6.822, 0.7933, 0.6375, -0.8822
Si, 4.0942, 3.8841, 6.6998, 0.58, 0.5708, 0.7552
Si, 1.1104, 6.819, 6.6663, 1.5839, 0.6976, 0.4479
Si, 4.0517, 9.3994, 6.6341, -0.4935, 0.2559, 1.8153
Si, 6.6751, 1.0984, 6.863, -0.0885, 1.1934, -1.7416
Si, 9.5783, 3.8193, 6.5093, 0.3147, 1.1244, 1.5658
Si, 6.4622, 6.5401, 6.5121, 1.0162, 1.289, 1.7873
Si, 9.1771, 9.6377, 7.0886, 1.2753, 2.5117, 0.6421
Si, 0.1578, 2.3904, 8.4349, -1.8551, 1.3252, -0.1953
Si, 2.7924, 0.1287, 8.0162, 2.0454, -0.3318, 0.8969
Si, 0.3898, 9.0098, 8.0627, -3.0272, -3.6765, -0.8345
Si, 2.5456, 5.1801, 7.9075, -1.2049, -0.0364, -1.1049
Si, 5.7675, 2.7976, 8.19, 0.7812, 1.7548, -1.0873
Si, 7.6954, 0.2294, 8.6861, 1.0389, -3.1849, -0.086
Si, 5.1111, 7.7913, 8.0735, 1.1678, -0.2643, -0.6136
Si, 7.9596, 5.241, 7.9501, 1.5437, 1.3408, -1.3127
Si, 0.8732, 4.3842, 9.3826, 0.9196, -0.3735, 0.1344
Si, 4.2733, 1.4962, 9.497, 1.5418, -1.3921, -0.3764
Si, 1.2979, 10.1658, 9.7031, 1.0053, 1.3186, 1.0508
Si, 3.656, 6.4154, 9.35, 1.5251, 0.6711, 1.5075
Si, 6.7159, 5.5881, 10.7226, 0.6483, -0.5141, -1.3285
Si, 8.3722, 1.0256, 10.8047, -0.3142, 0.6257, -0.9434
Si, 6.6868, 8.8044, 9.5881, 0.6835, 0.2928, -1.2215
Si, 9.6386, 6.5724, 9.6123, -1.5542, 2.3832, -0.9006
Si, -0.1731, 1.1235, 10.5917, 1.7264, 0.6998, -1.3918
Si, 2.0687, 3.2224, 11.002, 0.2209, 0.5212, 2.5927
Si, -2.5977, 8.5106, 12.9618, 0.3282, -0.4171, 2.9207
Si, 1.9651, 8.264, 11.003, 1.5985, 1.0767, 1.2051
Si, 5.3892, -0.4984, 11.7733, 0.7198, -1.478, -1.1648
Si, 7.0907, 3.7615, 11.9548, 1.7887, -0.8724, 1.3733
Si, 4.7453, 5.8988, 11.4307, -1.2152, 0.0311, 0.3984
Si, 7.9711, 7.3419, 11.1117, 0.9029, -0.0895, -2.3699
Si, 8.262, 13.1879, 17.0137, 0.4942, 1.9243, -0.3601
Si, -1.441, 1.3297, 14.3303, 1.1305, 3.2679, -4.0167
Si, -0.3522, 6.7492, 14.5113, -0.2059, -2.1606, 2.2265
Si, 4.4522, 4.1287, 13.0627, -1.4703, 0.137, -1.2183
Si, -2.2515, 4.2687, 13.878, -0.9918, -1.8464, -0.8795
Si, -3.269, 4.416, 16.0632, 1.7177, -1.399, -1.2643
Si, 3.7574, -3.1693, 15.6442, 0.4542, -3.4371, 0.404
Si, 1.0389, 10.9251, 16.665, 0.2608, -0.7596, -0.2688
Si, 4.7187, 4.9934, 15.9789, -1.0956, 1.4139, 0.3723
Si, 7.5173, -0.2468, 12.5819, -0.6157, -1.8579, -2.5234
Si, 14.5929, 9.5267, 13.0262, -3.0845, -1.8291, 1.0395
Si, 0.9621, 10.244, 13.8371, 1.9351, -0.1923, 1.6283
Si, 10.6642, -2.491, 13.0328, 0.6566, 0.2086, -1.7255
Si, 8.3327, 7.5183, 16.1043, 0.9872, -0.7834, 1.1639
O, -9.0504, -10.8362, -1.0906, 0.3053, -1.7702, -0.212
O, 0.4188, 2.9129, -1.342, -4.762, 0.8781, 3.5483
O, 5.0993, 6.7164, -3.4542, 0.1542, -1.5812, 0.5322
O, 2.4493, -0.7062, 1.3, 0.1288, 0.6859, 1.0523
O, -1.4323, 1.6534, 0.4866, 2.1259, 0.2288, -0.4124
O, 1.3415, 12.3746, -3.2194, -0.6756, -0.1255, 0.8126
O, 9.5413, 9.3738, 1.725, -0.0843, -0.4557, 0.6057
O, 6.9203, 17.9624, 0.1985, -1.3654, 0.8278, -1.5758
O, 6.0385, -1.3279, -1.2152, 0.7151, -1.1509, 1.5278
O, -1.2962, -6.6228, 0.3812, -0.0209, 0.0592, -1.4118
O, 2.91, 2.575, -1.3084, 0.3908, 3.3008, -1.6587
O, 2.6438, 5.1988, -0.8055, -3.7896, 2.1561, 0.6642
O, 8.0044, 5.9265, -2.8037, -0.4276, 1.3179, 1.0694
O, 12.5849, 10.0769, -3.8004, -2.2819, -0.3557, -0.8505
O, 9.9722, 7.3062, -3.1122, 1.1464, -0.2284, -2.9469
O, 2.9264, 14.7296, -6.7201, -1.2885, -2.3046, -2.2145
O, 2.3661, -3.7666, 10.0402, -0.7575, -0.3943, -1.664
O, -2.7642, 0.7205, 13.6223, 0.9361, 1.5671, 3.2943
O, 4.281, 4.142, 14.6682, 0.1133, 0.3776, -0.9008
O, 5.0561, 0.6834, 10.7608, -1.4403, 1.7528, -1.174
O, 0.8005, 2.1637, 11.4726, 1.1461, -0.0197, -0.2401
O, -5.1255, 3.1285, 12.7573, -0.4524, 0.5582, -0.6305
O, -1.1957, 5.4889, 13.8203, 0.447, 1.5344, 0.0878
O, 3.3293, -2.7214, 12.1058, -1.7875, 1.7848, -0.1962
O, 10.4422, -2.9349, 9.1262, -0.5471, -1.6594, 0.5524
O, 7.758, 2.5608, 10.9796, -0.1845, -0.1404, 0.8479
O, 10.5412, 5.3302, 9.9847, 1.4597, -1.1747, 0.1326
O, 2.289, -0.3883, 12.8608, 0.8648, -0.9618, 0.9175
O, 6.0723, 4.2315, 16.3033, 0.0014, -0.2081, 0.3698
O, 7.225, 13.1848, 20.8517, -1.9839, -0.6529, -0.5656
O, 7.049, 4.0245, 8.4655, -2.785, -3.3976, 0.5906
O, 5.502, 9.0373, 10.6799, -0.742, 2.1412, 2.7138
O, -1.3717, 2.8806, 13.6139, 0.2642, -1.4838, 1.0439
O, -0.4704, -0.5282, 16.9687, -1.0841, -0.9401, 0.0934
O, 5.1862, 8.8046, 20.4567, 0.5144, -0.7812, -1.2863
O, 2.8879, 6.2947, 15.0515, -0.3783, 1.9727, 0.2428
O, 10.8291, 11.4927, 13.792, -1.705, 0.3397, 0.8468
O, 3.2265, 2.5404, 10.0427, -1.7441, 1.0109, 1.8036
O, 3.7845, -2.0158, 14.5976, 0.9639, 2.0621, -3.0586
O, -3.006, -2.9786, 14.6191, -0.1858, 1.2418, -2.945
O, -1.7932, 1.6367, 15.792, 0.5622, -0.5503, 1.7986
O, 1.6068, 3.9784, 15.5961, -0.5583, 2.253, 1.5193
O, 7.1875, 1.1332, 17.3645, -0.9313, 1.1867, -1.7303
O, 11.4918, -3.1515, 11.6571, -1.7771, 0.764, 2.6266

Results
free energy: -30519.083 eV
free energy less fixed offsets of O -463.61, Si -117.95 eV per atom: 23.457 eV
pressure: -0.78 GPa
stress xx, yy, zz, yz, xz, xy (GPa, positive in tension): -0.61, 2.12, 0.82, -1.13, 0.35, 0.3
